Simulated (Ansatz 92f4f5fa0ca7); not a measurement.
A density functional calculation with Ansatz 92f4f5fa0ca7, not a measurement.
Periodic cell of 223 atoms, Si133O90, from a study of silicon, its oxide and their interface. The atomic structure is a simulated model.
Doubt: the cutoff is far below the 930 eV that the study's wrapper takes by default for these files, so forces and energies are approximate.

Settings: functional PBE; potential files Ansatz PAW; basis plane waves; wave-function cutoff 580 eV; density cutoff ratio 5; exchange-correlation grid ratio 1; k mesh 1 x 1 x 1, Gamma-centred; self-consistency stop 5e-08 eV per atom in the density residual; occupations fixed; spin none; net charge 0.

Cell vectors (angstrom)
a, 10.938, 0, 0
b, 0, 10.938, 0
c, 0, 0, 32.2325

Atoms: element, x, y, z (angstrom)
Si, 0.1398, -0.2619, 24.8685
Si, 5.2419, 0.0739, 24.881
Si, 3.1304, 2.4385, 24.7443
Si, 7.8379, 2.9399, 24.6827
Si, -0.3051, 5.5702, 24.5276
Si, 5.8155, 5.3898, 24.5605
Si, 2.3071, 8.4192, 24.7999
Si, 8.5808, 7.9164, 24.9463
Si, 1.3916, 1.3911, 26.0185
Si, 6.8032, 1.3448, 26.1078
Si, 4.1791, 4.1768, 25.9408
Si, 9.5218, 4.0442, 25.9724
Si, 1.2683, 6.7188, 26.0184
Si, 6.8944, 6.7881, 26.1227
Si, 4.01, 9.4694, 26.1144
Si, 9.6584, 9.4995, 26.2829
Si, 2.716, 0.0038, 27.4523
Si, 8.2113, -0.0058, 27.4654
Si, -0.0012, 2.7362, 27.3896
Si, 5.4575, 2.7728, 27.4368
Si, 2.748, 5.4505, 27.377
Si, 8.2413, 5.4162, 27.4586
Si, 0.0662, 8.1068, 27.5285
Si, 5.4752, 8.1689, 27.4385
Si, 4.1018, 1.3673, 28.8143
Si, 9.5708, 1.3673, 28.8143
Si, 1.3673, 4.1018, 28.8143
Si, 6.8362, 4.1018, 28.8143
Si, 4.1018, 6.8362, 28.8143
Si, 9.5708, 6.8362, 28.8143
Si, 1.3673, 9.5708, 28.8143
Si, 6.8362, 9.5708, 28.8143
Si, 0, 0, 30.1815
Si, 5.469, 0, 30.1815
Si, 2.7345, 2.7345, 30.1815
Si, 8.2035, 2.7345, 30.1815
Si, 0, 5.469, 30.1815
Si, 5.469, 5.469, 30.1815
Si, 2.7345, 8.2035, 30.1815
Si, 8.2035, 8.2035, 30.1815
Si, 1.3673, 1.3673, 31.5488
Si, 6.8362, 1.3673, 31.5488
Si, 4.1018, 4.1018, 31.5488
Si, 9.5708, 4.1018, 31.5488
Si, 1.3673, 6.8362, 31.5488
Si, 6.8362, 6.8362, 31.5488
Si, 4.1018, 9.5708, 31.5488
Si, 9.5708, 9.5708, 31.5488
Si, 2.7345, 0, 0.6835
Si, 8.2035, 0, 0.6835
Si, 0, 2.7345, 0.6835
Si, 5.469, 2.7345, 0.6835
Si, 2.7345, 5.469, 0.6835
Si, 8.2035, 5.469, 0.6835
Si, 0, 8.2035, 0.6835
Si, 5.469, 8.2035, 0.6835
Si, 4.1018, 1.3673, 2.0507
Si, 9.5708, 1.3673, 2.0507
Si, 1.3673, 4.1018, 2.0507
Si, 6.8362, 4.1018, 2.0507
Si, 4.1018, 6.8362, 2.0507
Si, 9.5708, 6.8362, 2.0507
Si, 1.3673, 9.5708, 2.0507
Si, 6.8362, 9.5708, 2.0507
Si, 0, 0, 3.418
Si, 5.469, 0, 3.418
Si, 2.7345, 2.7345, 3.418
Si, 8.2035, 2.7345, 3.418
Si, 0, 5.469, 3.418
Si, 5.469, 5.469, 3.418
Si, 2.7345, 8.2035, 3.418
Si, 8.2035, 8.2035, 3.418
Si, 1.3638, 1.4301, 4.8755
Si, 6.828, 1.3596, 4.9048
Si, 4.0681, 4.0789, 4.7627
Si, 9.5507, 4.0564, 4.7787
Si, 1.3678, 6.9154, 4.7514
Si, 6.83, 6.8235, 4.7195
Si, 4.0954, 9.6162, 4.8879
Si, 9.5189, 9.6564, 4.6789
Si, 2.741, 0.1471, 6.3744
Si, 8.3098, -0.0627, 6.2529
Si, -0.0505, 2.8116, 6.2891
Si, 5.394, 2.7896, 6.2464
Si, 2.6513, 5.4468, 6.0504
Si, 8.1513, 5.4185, 6.0512
Si, -0.0162, 8.4104, 5.9847
Si, 5.5518, 8.1632, 6.1555
Si, 4.0359, 1.6542, 7.8651
Si, 9.8052, 1.1741, 7.7064
Si, 0.8393, 4.7192, 7.4625
Si, 6.616, 4.3381, 7.5305
Si, 4.3468, 6.4778, 7.3058
Si, 9.5577, 6.9243, 7.1012
Si, 1.0591, 9.879, 7.5615
Si, 7.3706, 9.0423, 7.4568
O, 9.5794, 6.8146, 24.1818
O, 4.1643, 1.2076, 24.3715
O, 8.5038, 7.9105, 7.9891
O, 3.224, 2.4544, 9.0872
O, 6.8238, 4.1413, 24.12
O, 2.8233, 7.68, 23.4306
O, 5.4909, 5.475, 7.9715
O, 0.1451, 0.1529, 8.5593
O, 7.1297, 3.6892, 8.9494
O, 6.7933, 9.6372, 8.8732
O, 10.7782, 6.0123, 7.7872
O, 1.5631, 8.844, 8.7452
O, 5.2182, 0.8438, 8.7072
O, 1.485, 4.3923, 8.9126
O, 8.9401, 1.7508, 8.9816
O, 3.4618, 6.9338, 8.6128
O, 7.9475, 8.7948, 23.7365
O, 8.3203, 2.1952, 23.2924
O, 5.4926, 6.3175, 23.2069
O, 2.828, 2.9965, 23.2192
O, 12.1869, -1.3459, 24.2669
O, 0.074, 4.8733, 23.0505
O, 4.0386, 7.4356, 21.1902
O, 10.966, 21.052, 20.8156
Si, 5.3816, 4.8411, 16.702
Si, 0.5339, 8.7678, 20.0851
Si, 6.0737, 9.3408, 12.1318
Si, 13.3569, 4.9037, 12.6776
Si, 8.6772, 3.0003, 12.8476
Si, 9.8891, 0.0432, 12.7633
Si, 2.0408, 3.2649, 9.9118
Si, 2.592, -3.7286, 21.896
Si, 17.7003, 7.0286, 15.5163
Si, 7.0854, 11.1163, 18.6501
Si, 8.5234, 3.2161, 9.6926
Si, 3.4773, 13.1231, 14.0197
Si, 5.8088, 0.4741, 14.3621
Si, 6.9733, 5.9679, 19.2586
Si, 0.8236, 4.7738, 21.5784
Si, 13.667, -0.9835, 18.2301
Si, 3.3266, 2.8242, 17.0806
Si, 5.3925, 10.2993, 9.341
Si, 9.5126, 6.567, 16.5279
Si, 16.4792, 7.0745, 21.7391
Si, 9.7919, 4.7911, 19.0724
Si, 1.8805, -0.3162, 12.712
Si, 5.1987, 20.5155, 16.5945
Si, 8.4582, 8.1342, 12.9692
Si, 11.4154, 0.5575, 10.2691
Si, 7.0107, 9.6054, 22.709
Si, 11.3283, 11.6793, 20.8864
Si, -0.6111, -5.2257, 13.5512
Si, 4.4362, 1.1663, 19.5788
Si, 3.0113, 8.3253, 9.2853
Si, 1.0034, 1.335, 17.8168
Si, 3.3788, 7.9242, 12.3938
Si, 2.529, 2.3224, 21.7697
Si, 7.3091, 2.726, 15.3876
Si, 8.8123, 8.4439, 18.5967
Si, 9.0483, 0.919, 22.597
Si, 9.2462, 2.21, 17.5342
O, 6.1609, 8.3101, 16.3067
O, 5.0119, 1.7246, 13.6609
O, 13.1243, 5.652, 21.7351
O, 6.4909, 10.446, 13.2515
O, 2.5301, 9.16, 13.1206
O, 1.6547, 0.9391, 21.9185
O, 2.9152, 8.0421, 10.8543
O, 3.5418, -0.208, 19.4295
O, 10.3124, -4.7208, 15.1358
O, 9.5896, -3.979, 12.7211
O, 3.8283, 4.3775, 16.9406
O, 8.2139, 9.9397, 18.9106
O, 9.4091, 8.1472, 17.0633
O, 14.3187, 2.0701, 15.6373
O, 7.4712, 7.5999, 14.1677
O, 11.8686, 5.4299, 13.1056
O, 4.9475, 8.2789, 12.6473
O, 6.1916, 6.0383, 20.6767
O, 9.9161, 14.1769, 18.6033
O, 5.5242, 5.9479, 15.4847
O, 7.5632, 7.4402, 18.8843
O, 1.5948, 8.9663, 18.8549
O, 12.3738, 3.3411, 21.1047
O, 8.217, 2.9897, 11.2899
O, 10.0765, -2.8489, 19.5827
O, -0.1917, -5.7738, 20.3466
O, 6.0514, 10.5658, 17.5407
O, 3.2429, 6.3362, 12.7976
O, 6.0281, 0.7522, 19.8036
O, 10.1535, 5.7079, 17.7591
O, 1.7069, -0.2296, 11.0501
O, 8.228, 4.9641, 19.488
O, 6.1548, 14.4266, 16.2274
O, 11.803, 1.2092, 19.421
O, 7.4153, 14.2067, 13.8549
O, 4.8413, 10.425, 15.2452
O, 9.6485, 4.269, 13.2061
O, 8.7308, 2.9424, 16.171
O, 7.9409, 6.1722, 16.2759
O, 4.2494, 2.0634, 18.2132
O, 4.0967, 9.4547, 8.8384
O, 5.434, -0.6752, 10.9553
O, 9.9518, 12.4288, 21.3553
O, 1.7493, 2.7617, 17.516
O, 10.0943, 0.2467, 23.6549
O, 6.3793, 8.4889, 21.7007
O, 2.4935, 4.1359, 11.222
O, -1.6558, 1.4988, 13.2298
O, 2.6257, 11.9799, 13.2192
O, -0.467, 23.0793, 17.126
O, 7.9596, 10.7626, 22.0406
O, 6.9707, 1.1239, 15.3074
O, 1.9457, 0.1049, 17.2886
O, 9.6821, 4.2752, 9.4545
O, 14.7365, 9.1219, 17.3133
O, 0.4237, -0.1811, 13.4172
O, 10.0669, 0.1661, 11.116
O, 7.4037, -2.4883, 11.7346
O, 0.8759, 2.1494, 10.2889
O, 3.87, 2.0293, 20.8669
O, 16.7191, 10.3361, 23.4812
O, 1.3225, 7.9533, 21.2281
O, 5.9426, 5.4251, 18.1203
O, 13.9919, 3.7324, 13.6537
O, 7.9658, 1.4622, 18.1918
O, 9.1285, -1.3283, 13.2387

Results
free energy: -135730.565 eV
free energy less fixed offsets of O -568.88, Si -635.61 eV per atom: 4.765 eV

Forces (eV/angstrom), in the order of the atoms: element, x, y, z
Si, 0.021, -0.0569, -0.1527
Si, -0.0746, 0.0482, -0.1902
Si, 0.0126, -0.0374, -0.1702
Si, -0.0432, -0.0022, -0.1387
Si, -0.0807, 0.0366, -0.1305
Si, 0.0246, 0.0423, -0.0553
Si, -0.0283, 0.082, -0.2089
Si, -0.0167, 0.0195, -0.186
Si, 0.0366, -0.0434, -0.0582
Si, 0.0054, 0.0112, -0.0443
Si, 0.0676, 0.0058, -0.0357
Si, -0.0562, -0.0276, -0.0823
Si, -0.0255, -0.008, -0.0901
Si, 0.0245, 0.0427, -0.097
Si, -0.04, 0.0218, -0.0398
Si, -0.0236, -0.0001, -0.0797
Si, 0.0141, 0.0049, 0.0361
Si, -0.0071, 0.0122, 0.0031
Si, -0.0029, 0.0011, 0.0169
Si, -0.0147, -0.02, 0.0074
Si, 0.0265, -0.0094, 0.0175
Si, 0.0175, -0.0052, 0.0231
Si, 0.0014, 0.0145, 0.0507
Si, 0.0202, 0.0145, 0.0178
Si, -0.0736, 0.1687, -0.0847
Si, 0.1258, 0.1349, -0.1273
Si, 0.0437, -0.0072, -0.4279
Si, 0.0938, -0.1255, 0.1505
Si, -0.1094, -0.1982, -0.1965
Si, -0.0815, -0.3751, 0.4234
Si, 0.2356, -0.1131, 0.3077
Si, -0.1604, -0.0274, -0.0576
Si, -0.0432, -0.0535, -0.0157
Si, 0.006, 0.0011, -0.0234
Si, -0.0314, -0.0612, -0.0308
Si, -0.0527, 0.029, 0.0062
Si, -0.1084, 0.0558, 0.0168
Si, -0.018, -0.0227, -0.024
Si, 0.045, 0.1356, 0.0129
Si, -0.0021, -0.0735, -0.03
Si, 0.0592, 0.033, 0.0066
Si, 0.0376, -0.0231, -0.0225
Si, 0.0167, 0.0037, -0.0152
Si, 0.0855, -0.0367, -0.0258
Si, 0.0218, -0.0324, -0.0417
Si, -0.0312, 0.0397, -0.009
Si, -0.007, -0.0676, -0.0182
Si, -0.0472, 0.0012, -0.008
Si, 0.0201, -0.0715, -0.0004
Si, -0.0074, 0.0077, 0.0394
Si, -0.1641, 0.0659, 0.0188
Si, 0.0074, 0.0126, 0.0127
Si, -0.0313, 0.0578, 0.0198
Si, 0.0248, -0.0034, 0.0063
Si, 0.0186, -0.0291, 0.0237
Si, -0.0193, 0.0493, 0.0118
Si, -0.0669, 0.0251, 0.0359
Si, 0.0865, 0.0068, -0.0244
Si, 0.086, -0.011, 0.0183
Si, -0.1071, -0.05, 0.0274
Si, 0.0982, -0.0016, 0.0045
Si, -0.0378, 0.0064, 0.0044
Si, 0.1403, 0.1191, 0.0311
Si, 0.0105, -0.1456, 0.002
Si, 0.3602, 0.6998, -0.1491
Si, 0.0431, 0.0579, 0.6624
Si, -0.1253, -0.2455, -0.1014
Si, -0.2826, -0.4032, 0.1806
Si, -0.1032, 0.0462, 0.2569
Si, -0.3228, -0.1774, -0.2773
Si, 0.34, 0.5196, 0.0219
Si, -0.155, -0.021, -0.4649
Si, -0.1024, -0.0193, 0.0251
Si, -0.0174, 0.0669, -0.0013
Si, 0.0023, 0.035, -0.0542
Si, -0.0391, -0.0069, -0.0614
Si, 0.0966, 0.0054, -0.0554
Si, -0.0023, -0.02, -0.017
Si, -0.009, -0.0758, 0.0599
Si, 0.0484, 0.0316, -0.0655
Si, 0.0124, 0.0813, 0.1855
Si, 0.0427, -0.1131, 0.1129
Si, 0.0917, 0.0077, 0.2471
Si, 0.0143, 0.0206, 0.0272
Si, -0.0178, 0.064, 0.1111
Si, -0.0608, -0.0309, 0.1922
Si, -0.058, 0.0431, 0.1172
Si, -0.0537, -0.0039, 0.0752
Si, 0.1356, -0.0546, 0.0874
Si, -1.1881, 1.0909, -0.0551
Si, -0.4145, 0.0429, 0.5947
Si, 0.1606, -0.0971, 0.5634
Si, 0.1045, -0.1284, 0.14
Si, 0.176, -0.2443, 0.5229
Si, 0.659, -0.8256, -0.5423
Si, 0.1621, -0.2138, 0.2151
O, -0.032, 0.0067, 0.3019
O, -0.0025, 0.0616, 0.2135
O, -0.0763, 0.1724, -0.4524
O, 0.0476, -0.131, -0.2129
O, 0.0307, -0.0476, 0.2103
O, 0.0152, 0.0256, 0.16
O, -0.199, 0.1082, -0.3704
O, 0.1114, -0.0944, 0.5994
O, -0.8518, -0.1777, -0.6375
O, -0.0863, 0.0295, -0.059
O, 0.1306, 0.1971, -0.614
O, -0.2931, 0.354, -0.1563
O, -0.0683, -0.0665, -0.0791
O, 0.3334, -0.1522, -0.0798
O, 0.3294, -1.2334, -0.7
O, -0.1047, 0.1722, -0.0219
O, -0.0143, 0.0088, -0.0157
O, 0.0042, 0.0067, 0.0835
O, 0.0048, -0.1497, 0.1864
O, 0.0226, 0.0428, 0.2146
O, 0.0331, -0.0377, 0.2928
O, -0.0581, 0.065, 0.3043
O, 0.0119, 0.0078, 0.0837
O, -0.0039, 0.02, 0.0526
Si, 0.0706, -0.0187, -0.0309
Si, 0.0259, 0.0367, -0.0733
Si, 0.1358, -0.1328, 0.1418
Si, -0.1351, 0.0901, 0.0571
Si, -0.0688, 0.2126, -0.5431
Si, -0.1482, 0.0698, 0.3725
Si, -0.1804, 0.4796, -0.1554
Si, -0.0901, 0.0322, -0.2327
Si, 0.0576, 0.0871, -0.0755
Si, 0.0014, 0.0289, -0.0538
Si, 1.9682, 2.1465, -0.2859
Si, 0.0526, 0.0472, 0.0032
Si, 0.0781, -0.0266, 0.0191
Si, 0.0978, -0.012, -0.0145
Si, 0.0612, 0.079, -0.2037
Si, 0.0138, 0.0065, 0.0055
Si, -0.0146, -0.0117, 0.0301
Si, 0.1308, 0.0936, 0.1365
Si, 0.058, -0.0015, -0.0485
Si, -0.0266, -0.0842, -0.1995
Si, -0.0746, 0.0017, -0.0819
Si, 0.0042, -0.0857, 0.4097
Si, -0.0019, 0.0181, 0.0031
Si, 0.0156, -0.1728, -0.1033
Si, 0.0496, 0.5634, 1.2256
Si, -0.0032, -0.0535, 0.0681
Si, 0.0881, -0.0175, -0.1088
Si, -0.1168, -0.0916, -0.2089
Si, -0.0107, -0.0627, -0.0411
Si, 0.1741, -0.1941, 0.2196
Si, -0.0712, -0.0356, -0.0013
Si, 0.084, -0.0644, 0.187
Si, -0.0381, -0.1773, -0.2056
Si, 0.0441, 0.0346, -0.0817
Si, 0, -0.0087, -0.0035
Si, 0.1723, 0.0782, -0.0778
Si, -0.0245, -0.0108, -0.055
O, -0.0088, -0.0331, -0.0126
O, -0.0573, 0.0184, -0.0023
O, 0.0293, -0.0333, 0.0811
O, -0.0055, -0.0174, -0.0428
O, -0.0286, 0.094, -0.0777
O, -0.0005, -0.0018, 0.0373
O, -0.0315, 0.0447, -0.2189
O, 0.0432, 0.0206, 0.0288
O, -0.0026, 0.0437, 0.1094
O, -0.0138, 0.0801, 0.0535
O, -0.0024, 0.009, -0.0101
O, -0.008, 0.0012, 0.0176
O, 0.0023, -0.0253, -0.0234
O, -0.0029, -0.0313, -0.012
O, -0.0582, 0.0106, 0.0456
O, 0.1092, -0.0292, -0.0079
O, -0.0553, 0.0254, -0.0634
O, -0.0342, 0.0422, 0.0964
O, 0.0307, 0.0143, 0.0385
O, -0.0104, 0.0037, 0.0263
O, -0.0248, -0.0007, 0.022
O, 0.0012, -0.0081, 0.0031
O, -0.0301, 0.0101, 0.0468
O, -0.3864, -0.5102, 0.6886
O, 0.0112, 0.011, 0.0197
O, 0.0587, -0.0239, 0.1357
O, -0.0057, 0.008, 0.0199
O, 0.0019, 0.0385, -0.0542
O, -0.0147, -0.012, 0.005
O, 0.0221, -0.0056, 0.0245
O, -0.1913, 0.074, -0.5503
O, -0.0202, 0.0076, -0.0075
O, -0.0322, 0.0118, 0.0285
O, -0.0116, 0.0205, 0.0798
O, -0.0316, -0.0039, 0.1325
O, -0.0125, 0.0193, -0.0111
O, 0.0411, 0.0303, 0.1552
O, -0.0075, 0.0081, 0.0225
O, -0.044, -0.0195, 0.0253
O, -0.0012, 0.0279, 0.005
O, -0.1182, -0.0261, -0.0736
O, -0.0511, 0.0393, -0.1658
O, -0.1292, -0.0283, 0.1316
O, 0.0395, 0.0204, -0.0176
O, 0.0298, 0.0197, 0.0705
O, 0.066, 0.0698, 0.0694
O, -0.0224, -0.1305, -0.1158
O, 0.1311, -0.2448, -0.0279
O, -0.0331, -0.0712, -0.0855
O, 0.0314, 0.0005, -0.0084
O, -0.0371, -0.0358, 0.0138
O, -0.041, -0.0134, -0.0009
O, -0.0046, 0.0212, -0.0294
O, -0.48, -0.7156, -0.2059
O, 0.0218, 0.0023, -0.0193
O, 0.0471, 0.0044, -0.0936
O, 0.3072, -0.009, -0.6448
O, -0.0554, 0.0838, 0.018
O, -0.0637, -0.711, -0.2052
O, -0.0415, 0.0303, 0.0667
O, 0.0361, -0.0037, 0.0949
O, 0.0356, -0.0134, 0.0866
O, -0.0454, 0.0024, 0.0284
O, 0.03, -0.0511, 0.012
O, -0.0156, -0.0188, 0.0476
O, 0.0627, 0.128, -0.0494

The program warned: the cutoff lies below the one the program advises for these potential files; the forces do not sum to zero within the program's tolerance; the exchange-correlation potential is rough where the density is thin.
